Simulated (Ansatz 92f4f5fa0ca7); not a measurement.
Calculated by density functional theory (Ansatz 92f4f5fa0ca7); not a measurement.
Periodic cell of 406 atoms, Si266O140, from a study of silicon, its oxide and their interface. The atomic structure is a simulated model.
Doubt: the cutoff is far below the 930 eV that the study's wrapper takes by default for these files, so forces and energies are approximate.
This geometry differs little from another in the collection (a relaxation step or a small displacement).

Settings
functional: PBE
potential files: Ansatz PAW
basis: plane waves
wave-function cutoff: 580 eV
density cutoff ratio: 5
exchange-correlation grid ratio: 1
k mesh: 1 x 1 x 1, Gamma-centred
self-consistency stop: 5e-08 eV per atom in the density residual
occupations: fixed
spin: none
net charge: 0

Cell vectors (angstrom)
a  15.4687  0  0
b  0  12.8259  0
c  0  0  35.7451

Atoms and the computed forces on them: element, x, y, z (angstrom), force x, y, z (eV/angstrom)
Si  0.0123  1.1579  33.0768  -0.0001  -0.0012  -0.0033
Si  3.8368  1.158  33.096  0.001  -0.0002  -0.0018
Si  7.7314  1.1566  33.0797  0  -0.002  -0.0029
Si  11.5986  1.1565  33.0843  0.0005  0  -0.0024
Si  1.9227  7.5645  33.0749  0.0007  0.0009  -0.0007
Si  5.7763  7.569  33.0636  -0.0014  -0.0002  -0.0003
Si  9.6512  7.5683  33.0829  0.0004  0.0016  -0.0008
Si  13.5279  7.5688  33.0553  -0.0005  0.0007  -0.0012
Si  1.9336  5.247  33.4782  0.0499  -0.218  -0.1593
Si  5.8008  5.247  33.4782  -0.0425  -0.0656  -0.0832
Si  9.6679  5.247  33.4782  -0.0279  -0.2034  -0.0341
Si  13.5351  5.247  33.4782  0.0572  -0.1062  -0.0201
Si  0  11.6599  33.4782  0.0387  -0.1605  0.0365
Si  3.8672  11.6599  33.4782  -0.0231  -0.1867  0
Si  7.7343  11.6599  33.4782  0.0374  -0.1316  0.0436
Si  11.6015  11.6599  33.4782  -0.0069  -0.1964  -0.0324
Si  0  4.664  34.7149  -0.0059  -0.0424  -0.043
Si  3.8672  4.664  34.7149  -0.0083  -0.039  -0.0425
Si  7.7343  4.664  34.7149  0.0045  -0.0428  -0.0383
Si  11.6015  4.664  34.7149  0.0045  -0.0248  -0.0449
Si  1.9336  11.0769  34.7149  -0.0084  -0.0054  -0.0112
Si  5.8008  11.0769  34.7149  0.0007  -0.0316  -0.0278
Si  9.6679  11.0769  34.7149  -0.0208  0.0158  -0.0187
Si  13.5351  11.0769  34.7149  -0.0014  -0.0141  -0.0277
Si  0  2.332  35.1271  0.057  0.0118  0.0855
Si  3.8672  2.332  35.1271  -0.1255  0.0425  0.2134
Si  7.7343  2.332  35.1271  0.0433  0.0109  0.0912
Si  11.6015  2.332  35.1271  -0.031  0.0123  0.1174
Si  1.9336  8.745  35.1271  -0.0225  -0.0157  0.0301
Si  5.8008  8.745  35.1271  -0.064  -0.0282  -0.0394
Si  9.6679  8.745  35.1271  -0.0264  -0.0118  0.0944
Si  13.5351  8.745  35.1271  -0.0044  -0.0413  -0.0745
Si  1.9336  1.749  0.6188  0.0161  0.0267  0.0349
Si  5.8008  1.749  0.6188  0.014  -0.0376  -0.0276
Si  9.6679  1.749  0.6188  0.0085  0.0068  0.001
Si  13.5351  1.749  0.6188  -0.0121  -0.0291  -0.0264
Si  0  8.162  0.6188  0.0133  0.0032  -0.0227
Si  3.8672  8.162  0.6188  0.0303  0.021  -0.0159
Si  7.7343  8.162  0.6188  0.0038  0.0055  -0.0208
Si  11.6015  8.162  0.6188  -0.0013  0.0071  -0.0246
Si  0  5.83  1.031  0.0122  0.0246  0.032
Si  3.8672  5.83  1.031  0.0078  0.0036  0.0139
Si  7.7343  5.83  1.031  -0.0004  0.0394  0.0382
Si  11.6015  5.83  1.031  -0.0051  0.002  0.008
Si  1.9336  12.2429  1.031  0.0107  -0.0212  0.0007
Si  5.8008  12.2429  1.031  0.0002  0.009  0.0226
Si  9.6679  12.2429  1.031  0.022  -0.0319  -0.0081
Si  13.5351  12.2429  1.031  -0.0047  -0.005  0.0119
Si  1.9336  5.247  2.2678  0.0219  0.0554  0.0813
Si  5.8008  5.247  2.2678  -0.0701  0.0343  0.0558
Si  9.6679  5.247  2.2678  0.0438  0.0138  -0.0332
Si  13.5351  5.247  2.2678  -0.0067  0.0256  0.029
Si  0  11.6599  2.2678  0.0065  -0.0252  -0.1224
Si  3.8672  11.6599  2.2678  -0.0371  -0.0204  -0.1518
Si  7.7343  11.6599  2.2678  0.0255  -0.0028  -0.0142
Si  11.6015  11.6599  2.2678  -0.0629  -0.0431  -0.2303
Si  1.9336  2.915  2.68  -0.0122  0.0437  0.0702
Si  5.8008  2.915  2.68  -0.019  0.0854  0.0711
Si  9.6679  2.915  2.68  -0.003  0.0447  0.0487
Si  13.5351  2.915  2.68  0.0159  0.0779  0.0689
Si  0  9.328  2.68  -0.014  -0.0226  0.0007
Si  3.8672  9.328  2.68  -0.023  -0.0497  -0.0125
Si  7.7343  9.328  2.68  -0.0091  -0.0232  -0.0062
Si  11.6015  9.328  2.68  0.0001  -0.0051  0.0114
Si  -0.2994  -0.0817  26.5787  0.0012  0.0162  -0.0014
Si  4.2122  -0.0876  26.5227  0.0017  0.0167  -0.0074
Si  7.3313  -0.027  26.8295  0.0038  0.0157  -0.0068
Si  12.0318  -0.2636  26.599  -0.0029  0.0148  -0.008
Si  2.2585  6.1038  26.389  -0.0091  0.0133  0.0093
Si  5.5083  6.4571  26.5237  -0.0025  0.0173  0.0032
Si  9.8503  5.9886  26.5429  -0.0047  0.0074  -0.0052
Si  13.0715  6.243  26.6136  0.0018  0.0201  -0.0069
Si  1.9568  3.7818  26.7814  0.0038  -0.0127  -0.01
Si  5.9329  4.0651  26.6765  0.0094  -0.0048  -0.0182
Si  9.7563  3.6875  26.9649  0.0002  -0.0111  -0.0107
Si  13.5383  3.9053  26.8087  0.002  -0.0081  -0.0108
Si  0.0294  10.4331  26.8797  -0.0038  -0.0093  -0.0085
Si  3.9103  10.4046  26.9365  -0.0003  -0.0116  -0.0032
Si  7.7593  10.5069  26.9164  -0.0029  -0.0054  -0.0064
Si  11.6933  10.2152  26.8698  0.0056  -0.0066  -0.0065
Si  0.0113  3.4175  28.0773  -0.0056  -0.0002  0.0052
Si  3.971  3.4306  28.0054  -0.0004  -0.0073  0.0138
Si  7.7278  3.4151  28.1134  -0.0048  0.0005  0.0071
Si  11.6972  3.296  28.1985  0.0005  -0.0043  0.0136
Si  1.9458  9.84  28.1053  -0.0017  -0.0011  0.0033
Si  5.8441  9.838  28.1654  0.001  -0.0083  0.0076
Si  9.6903  9.7914  28.0675  -0.0038  -0.0008  0.0031
Si  13.5988  9.7476  28.1627  -0.0013  -0.0032  0.0072
Si  -0.0349  1.1173  28.5908  0.0003  -0.0091  -0.0047
Si  3.8995  1.1169  28.5508  0.001  0.0015  -0.0052
Si  7.6325  1.1642  28.7787  0.0037  -0.0067  -0.0004
Si  11.6565  0.9706  28.6147  -0.0001  -0.0025  -0.0013
Si  1.8673  7.4691  28.3953  0.0005  -0.0093  -0.0052
Si  5.7802  7.5289  28.6118  -0.0088  -0.0012  0.0045
Si  9.5724  7.437  28.464  0.0066  -0.0039  0.002
Si  13.488  7.4324  28.6214  0.001  -0.0027  0.0056
Si  1.9371  0.5355  29.7467  -0.0006  0.0032  -0.0012
Si  5.7228  0.5347  29.9327  -0.001  0.0014  0.0023
Si  9.6591  0.4856  29.7946  -0.0001  0.0064  -0.0065
Si  13.5606  0.4839  29.8791  0.001  0.0033  0.0006
Si  0.002  6.9096  29.7542  -0.0018  0.0046  -0.0058
Si  3.7898  6.9449  29.7361  0.0074  -0.0133  -0.0046
Si  7.7082  6.9401  29.805  -0.0006  0.0031  -0.0028
Si  11.5098  6.9201  29.7857  0.0017  -0.003  -0.0042
Si  0.0181  4.5949  30.1539  0.0032  -0.0005  0.0029
Si  3.878  4.6103  30.1045  -0.0013  0.0134  -0.0043
Si  7.7366  4.6171  30.17  0.0005  -0.0006  0.0035
Si  11.6073  4.5865  30.1971  -0.0002  0.0035  -0.0028
Si  1.9338  11.0228  30.1705  0.0004  -0.0003  0.0023
Si  5.8091  11.0259  30.2214  0.005  0.0026  -0.0017
Si  9.6675  10.9739  30.156  -0.0012  -0.0039  0.005
Si  13.5613  10.9779  30.2051  -0.001  0.0002  0.0007
Si  1.9566  4.0429  31.3922  -0.0004  -0.0032  -0.0037
Si  5.7909  4.0658  31.4056  -0.0007  -0.0029  -0.0039
Si  9.664  4.0288  31.4206  0.0013  -0.0003  -0.0049
Si  13.5544  4.0494  31.4226  -0.0013  -0.0018  -0.004
Si  0.0213  10.4439  31.4374  0.001  0.0009  -0.0029
Si  3.8592  10.4487  31.424  -0.0022  -0.0027  -0.003
Si  7.7443  10.4523  31.4351  0  0.0009  -0.0042
Si  11.6  10.4454  31.4207  0.0011  0.0006  -0.0033
Si  1.9337  1.7146  31.8136  -0.0007  0.0005  -0.0021
Si  5.766  1.7535  31.9175  -0.0005  -0.0024  -0.0033
Si  9.6701  1.697  31.8363  -0.001  -0.001  -0.0006
Si  13.5397  1.7226  31.8771  0.0007  -0.0022  -0.003
Si  0.0064  8.1107  31.8137  -0.0009  -0.0022  -0.0006
Si  3.8328  8.1134  31.8121  0.0005  0.0009  -0.0031
Si  7.7209  8.1294  31.8482  0.0017  -0.0016  0
Si  11.5687  8.1135  31.835  -0.0011  -0.0017  -0.0027
Si  0  2.332  3.9167  -0.0313  0.188  0.1471
Si  3.8672  2.332  3.9167  0.0451  0.2753  0.2108
Si  7.7343  2.332  3.9167  0.0943  0.1368  0.198
Si  11.6015  2.332  3.9167  -0.0647  0.2505  0.2107
Si  1.9336  8.745  3.9167  0.0931  0.086  -0.2742
Si  5.8008  8.745  3.9167  0.0307  0.0975  -0.014
Si  9.6679  8.745  3.9167  -0.0186  0.106  -0.1423
Si  13.5351  8.745  3.9167  -0.0059  0.0707  -0.1572
Si  1.9388  6.4195  4.3428  0.0002  -0.0011  0.0032
Si  5.7924  6.4185  4.3394  0.0004  0.0004  0.0018
Si  9.6791  6.4202  4.3246  -0.0006  0.0005  0.0024
Si  13.5338  6.4197  4.3348  -0.0001  0.0002  0.0027
Si  -0.0095  12.8387  4.3077  0.0006  -0.0011  0.0012
Si  3.8613  12.8387  4.3031  0.0011  -0.0016  0.0011
Si  7.7341  12.8388  4.3237  -0.0016  0.0007  0.0013
Si  11.581  12.8402  4.2907  0.0013  -0.0015  0.0012
Si  -0.0013  5.8526  5.5709  0.001  -0.0004  0.0001
Si  3.8629  5.8805  5.6195  -0.0026  0.0004  -0.0001
Si  7.7458  5.8367  5.538  0.0007  0.0004  0.0037
Si  11.6024  5.8538  5.5836  0.0014  0.0017  -0.0013
Si  1.9292  12.313  5.5422  -0.0013  0.0041  -0.0019
Si  5.7842  12.2811  5.5355  -0.0008  0.0015  0.0032
Si  9.6783  12.2906  5.5581  0.0024  -0.0017  -0.0005
Si  13.5018  12.28  5.5004  -0.0035  0.0028  0.0014
Si  -0.0095  3.537  5.9949  -0.0006  0.0051  0.0041
Si  3.887  3.5427  6.0131  -0.0001  0.0023  0.004
Si  7.7726  3.5212  6.0089  -0.001  0.004  0.0034
Si  11.5926  3.526  6.0236  0  0.0039  0.0053
Si  1.9593  9.9705  5.9156  0.001  -0.0034  0.0048
Si  5.8126  9.9442  5.9667  0.002  0.0011  0.0022
Si  9.66  9.96  5.9415  -0.0001  0.002  0.0021
Si  13.5251  9.9538  5.9404  -0.0008  0.0005  0.0041
Si  1.9285  3.0525  7.2679  0.0017  0.0019  -0.008
Si  5.8465  3.011  7.2748  -0.0005  -0.0092  -0.0036
Si  9.6813  2.972  7.3467  0.0001  -0.004  -0.0016
Si  13.5298  3.0014  7.282  0.0027  -0.0079  -0.0033
Si  0.0325  9.3489  7.079  0.0001  -0.0022  -0.0014
Si  3.8613  9.3948  7.1775  -0.004  0.0008  -0.0032
Si  7.7564  9.3492  7.1864  0.0005  -0.0076  0.0038
Si  11.5845  9.3642  7.148  0.0007  0.0015  -0.0055
Si  -0.0247  7.0753  7.6042  0  0.0003  0.0006
Si  3.8464  7.0815  7.6975  0.0002  -0.0055  0.007
Si  7.7685  7.0293  7.5629  -0.0075  0.007  0.0031
Si  11.5804  7.0431  7.6411  -0.0005  -0.0035  0.0068
Si  1.888  13.5237  7.5813  0.0005  -0.0038  0.0033
Si  5.77  13.4886  7.5621  0.0017  0.005  -0.0014
Si  9.7035  13.4575  7.626  -0.0024  0.0018  0.0007
Si  13.4741  13.473  7.5207  -0.0021  0.0034  -0.0013
Si  1.8497  6.6664  8.9654  0.004  0.0036  -0.0088
Si  5.8678  6.5618  8.8537  0.0042  -0.0013  -0.0072
Si  9.6552  6.3868  8.8554  0.0065  -0.0015  -0.005
Si  13.5221  6.5419  8.8772  0.0018  -0.0002  -0.0014
Si  -0.0734  12.7902  8.6531  0.0013  0.01  0.0088
Si  3.8112  13.0168  8.8208  -0.0023  0.0046  0.0011
Si  7.7308  12.7705  8.6848  -0.0025  -0.0006  0.0023
Si  11.6375  12.9459  8.8953  0.0061  0.0041  -0.0053
Si  1.915  4.3341  9.3296  -0.0051  0.0047  -0.0099
Si  5.961  4.254  9.3501  0.0058  0.0241  -0.0158
Si  9.7052  4.1136  9.5134  0.0017  0.0053  -0.0114
Si  13.5348  4.2527  9.3627  0.0007  0.0124  -0.0114
Si  0.1161  10.4921  9.1019  -0.0058  0.0002  -0.0022
Si  3.9083  10.6781  9.1586  0.0045  -0.0005  -0.0033
Si  7.7901  10.4817  9.2613  0.0006  0.0049  -0.0066
Si  11.6861  10.5492  9.1699  -0.0069  -0.001  0.0018
Si  0.0127  3.5213  10.4871  0.0011  -0.0025  0.0127
Si  3.9264  3.9696  10.4735  0.0101  -0.0102  0.0049
Si  7.7806  3.4162  10.7841  -0.0087  -0.0086  0.0202
Si  11.6847  3.8385  10.8193  -0.0031  0.0055  0.0069
Si  2.0314  10.2865  10.4824  -0.0016  0.0112  0.0029
Si  5.7543  10.0566  10.4606  -0.0035  0.0068  -0.0046
Si  9.8233  9.8904  10.4157  0.0054  -0.0014  0.0096
Si  13.6695  9.9195  10.2895  0.0073  0.0089  0.0014
Si  -0.3226  1.2345  10.5707  0.0091  -0.0177  -0.0031
Si  4.1219  1.6553  10.7046  -0.0271  -0.0057  -0.0063
Si  7.3201  1.1117  10.6455  0.0074  -0.0126  -0.002
Si  12.0278  1.4215  10.9306  0.0019  -0.0112  0.0112
Si  2.1859  8.0171  10.978  0.0006  -0.0067  0.0022
Si  6.2186  7.7317  10.9042  -0.0023  -0.0016  0.015
Si  9.4176  7.6075  10.8509  0.0182  0  0.0136
Si  13.6211  7.6142  11.0109  0.0015  -0.0055  -0.0086
O  13.6309  13.9903  11.2688  -0.0013  0.0045  -0.0036
O  4.2193  14.5663  14.7807  -0.0019  -0.0014  0.0038
O  3.3072  0.5203  25.28  0.0037  -0.0028  0.0016
O  13.5841  0.0253  26.1053  -0.0008  -0.0054  0.0019
O  0.831  0.785  11.6538  -0.0021  0.002  0.0016
O  7.4937  10.6646  13.1948  0  0.0036  0.0013
O  15.5423  9.749  25.3584  0.0039  0.0025  0.0116
O  -4.3962  0.8231  20.9276  0.003  0.0011  -0.0013
O  7.6029  0.1121  11.9431  -0.0022  0.0043  0.0016
O  5.7089  14.1438  10.831  0.011  -0.0048  0.0059
O  9.8893  10.66  11.8852  -0.0018  -0.0015  -0.0027
O  11.4025  16.4764  18.6037  0.0027  0.0004  0.0004
O  19.4611  4.7981  11.9499  -0.0046  -0.0088  0.0006
O  7.8299  7.8454  11.1077  -0.0064  0.0018  -0.026
O  10.6196  -4.2134  16.276  0.0028  -0.0003  0.0037
O  2.7246  4.3132  18.1385  0.0015  0  -0.0005
O  3.6545  20.2207  11.4037  -0.0071  0.0047  0.0005
O  -2.707  11.5157  13.832  0.0049  -0.001  -0.0012
O  1.9606  11.2169  11.8775  0.003  -0.009  -0.0043
O  14.4398  9.5131  13.2206  0.0006  -0.0002  -0.0016
O  7.5982  3.689  12.4539  -0.0006  0.009  -0.0155
O  11.1064  13.5029  12.0682  0.0047  0.0048  -0.001
O  7.3814  5.6068  17.334  0.0003  0.001  0.0018
O  -0.0604  16.4583  12.1622  -0.0084  0  -0.0133
O  17.3239  6.5234  24.8358  -0.0013  -0.0022  0.0029
O  3.9472  6.545  14.0132  -0.003  0.0001  0.0057
O  5.8179  0.1415  26.1513  -0.0022  -0.0058  0.0065
O  0.442  -0.0502  21.3174  0.0019  0  -0.0006
O  9.0115  9.995  19.3311  0  0.0025  -0.0006
O  1.9582  2.8367  25.3977  -0.0019  0.0083  0.0014
O  1.3359  8.5693  20.3866  -0.0012  -0.0018  0.0027
O  3.8761  9.4083  25.6026  -0.0055  0.0101  0.0031
O  11.722  9.2037  25.5322  -0.0073  0.0097  0.0041
O  9.8878  2.7963  25.536  0.0006  0.013  -0.0004
O  5.9629  3.2655  25.2076  -0.012  0.0054  0.0255
O  -0.7263  -6.1032  11.8685  -0.0099  0.0021  -0.0017
O  1.7461  -6.1287  22.2096  0.0035  -0.0004  -0.0016
O  3.8857  6.2729  26.3803  0.006  0.0035  -0.0078
O  -0.7431  7.1627  21.4714  -0.0005  0.0021  0.0002
O  13.5003  2.9771  25.4056  0.0024  0.0038  0.0126
Si  3.8431  6.8471  15.6041  0.0044  0.0029  0.0081
Si  11.5962  5.8194  22.9765  0.0051  0.0004  0.0008
Si  12.2503  -0.5616  15.171  0.001  -0.0002  -0.0016
Si  12.5858  7.7771  18.5319  0.0012  0.0047  0.0023
Si  -5.3474  10.1199  15.9018  0.0016  0.0032  -0.0044
Si  9.7663  3.5025  18.8172  -0.0019  0.0003  0.001
Si  13.3842  13.0883  17.7098  -0.0005  0  -0.0052
Si  1.4803  13.994  21.6026  -0.004  0  -0.0057
Si  8.5858  -1.555  18.3876  0.0006  0.0015  -0.0023
Si  9.1058  10.8495  13.2819  -0.0041  -0.0057  -0.0084
Si  -0.2494  16.5117  16.4337  -0.0003  -0.0028  -0.0009
Si  20.3123  8.6303  24.5455  0.0008  -0.0057  -0.0012
Si  -12.4819  -11.1888  13.7021  0.0067  -0.0039  0.0046
Si  12.6191  21.0436  24.5772  0.0006  -0.0088  0.0031
Si  8.0837  15.7723  13.844  0  -0.0015  0.0045
Si  2.7677  6.609  23.4671  -0.0014  -0.0021  -0.0051
Si  15.0465  9.7654  23.8125  0.0077  0.0082  -0.0006
Si  3.3767  0.8519  19.1855  0.002  -0.0011  0.0002
Si  -1.4188  23.9044  12.9759  -0.0051  0.0001  -0.0052
Si  9.7462  -11.6014  25.0958  -0.0043  -0.0088  -0.0003
Si  21.1589  13.8413  14.9686  -0.005  -0.002  -0.0064
Si  -5.9003  0.7909  20.2605  0.0004  0.001  0.0019
Si  8.8439  5.9686  17.9206  -0.0011  -0.0008  -0.0031
Si  -3.0192  14.0851  21.6902  0.0017  -0.0052  0.0017
Si  -9.9308  -0.7997  17.6356  -0.0016  -0.0011  -0.0044
Si  3.5657  -3.1542  16.942  0.001  -0.0015  -0.0065
Si  13.0896  16.0915  23.8492  -0.0009  -0.0012  -0.0091
Si  1.2347  12.4321  12.7036  -0.0032  0.0089  -0.0025
Si  -12.8911  8.0347  19.4675  0.0004  0.0023  -0.0006
Si  12.1874  3.0062  17.3019  -0.0051  -0.0028  -0.0027
Si  14.1573  -2.2816  18.9846  -0.002  -0.0012  -0.0004
Si  5.3945  7.2586  20.4216  -0.0012  -0.0029  0.0007
Si  11.3576  6.3851  12.7624  0.0005  0.0056  0.002
Si  -0.7833  16.0253  21.3419  0.0012  -0.0008  -0.0003
Si  10.3645  0.7795  13.5092  0.0015  -0.0025  0.0008
Si  0.392  6.8857  13.0634  -0.001  -0.0014  0.0106
Si  14.5203  34.5125  14.7142  -0.004  0.0081  0.0007
Si  6.5822  16.0613  23.6847  0.0016  -0.0094  -0.0129
Si  4.3338  6.3209  12.4585  -0.0137  -0.0043  -0.0023
Si  11.815  -5.1692  15.6757  -0.0006  0.0049  -0.0023
Si  29.2634  6.0329  20.7552  0.0025  -0.0007  0.0009
Si  8.0335  -12.3079  22.8869  0.0001  -0.0008  0.0079
Si  -14.7685  -1.9511  16.6497  0.0028  0.0001  -0.0023
Si  9.5954  8.4694  19.4411  0.0007  0.0001  0.0012
Si  -7.572  8.1515  21.8921  0.0022  0.0012  0.0068
Si  -5.7042  16.8588  16.1238  0.0022  -0.0034  0.0003
Si  6.5525  11.8951  12.6814  0.0071  0.0021  0.0056
Si  20.0155  4.7346  21.9155  -0.0008  0.0022  0
Si  -6.8136  5.7101  23.6269  0.0019  0.0031  -0.0025
Si  0.7465  3.9467  13.5399  0.0032  -0.0025  0.0027
Si  16.193  0.9002  17.3523  -0.0017  -0.002  -0.0006
Si  1.9497  14.1338  24.8001  -0.0001  -0.0065  0.0072
Si  -0.8304  -0.9669  21.7336  -0.0001  0.0004  0.0026
Si  0.7086  7.8463  21.7199  -0.0013  0.0008  0.0057
Si  7.2713  -2.4681  23.8102  0.0064  0.0063  -0.0024
Si  -13.5932  -7.2596  17.5484  0.0049  -0.0011  -0.0017
Si  -9.614  -6.9931  17.7736  -0.001  -0.001  0.0005
Si  3.9554  3.8256  19.0774  0.0011  0.0012  -0.0023
O  11.2918  3.4232  15.9629  -0.0017  0.0018  0.0029
O  19.0874  -7.5787  23.1592  -0.0027  0.0023  0.0014
O  9.1881  -4.8854  20.9242  -0.0017  0.0006  -0.0007
O  11.6596  -5.5086  23.6177  0.0026  0.0054  0.0008
O  5.4834  24.0182  11.6766  -0.002  -0.0047  -0.0007
O  0.6887  12.4727  16.3048  0.001  0.0001  0.004
O  -6.4827  10.772  16.8746  0.0014  -0.0006  0.0014
O  9.4119  -0.2492  18.9861  0  -0.0003  -0.0005
O  7.3711  11.9429  23.4229  -0.0021  -0.0011  -0.0061
O  -0.8394  4.6366  20.5732  -0.0016  -0.0003  -0.0005
O  21.3547  6.7523  12.2165  0.0095  0.0054  0.0138
O  11.4446  6.3347  26.3084  0.0011  -0.0018  -0.005
O  1.9012  14.1466  23.173  0.0017  0.0026  0.0078
O  5.3293  4.4959  18.53  -0.0007  0.0022  -0.0013
O  -6.3548  -9.6988  17.3438  0.0006  0.0021  -0.0043
O  14.8152  13.6712  18.2416  0.0023  0.0005  0.0005
O  3.6698  4.1648  20.6558  0.0008  0.0012  0.0001
O  11.0748  13.1997  25.4394  0.0061  -0.0006  -0.0023
O  -5.4394  -7.3935  22.7861  -0.0045  -0.0017  -0.0014
O  15.3271  11.959  13.4192  0.0015  0.0005  0.0026
O  15.2807  7.4315  14.4969  0.005  -0.0061  -0.0035
O  2.0564  13.5484  18.2478  -0.0026  0  -0.0001
O  25.3314  5.5873  16.6828  0.001  -0.0003  0.0024
O  9.4841  13.7733  23.5182  0.0065  0.0045  0.005
O  19.6226  2.2391  18.8909  0.0004  -0.0003  0.0019
O  11.487  6.6197  14.4086  0.0021  -0.0051  -0.0095
O  16.0999  0.5229  25.3622  -0.0034  -0.002  -0.0039
O  -1.0363  -2.1423  20.5974  0.0008  0.0014  0.0024
O  2.1298  13.08  13.9078  -0.0053  -0.0091  0.002
O  6.9809  -1.1936  18.3247  0.0011  -0.0009  0.0016
O  0.391  4.9841  17.2044  -0.003  -0.0005  -0.0013
O  8.8678  7.5289  18.3237  -0.0005  -0.0013  -0.0009
O  13.6521  7.2158  25.3978  -0.0005  -0.0059  0.0014
O  -3.2441  14.2348  17.7249  0.0012  0.0005  0.0008
O  -1.0103  3.4382  22.9581  -0.0029  0.0007  0.0033
O  3.832  7.7208  20.4724  -0.0006  0.0023  0.0014
O  5.7356  9.7659  23.7704  -0.0082  -0.0052  -0.007
O  -2.1184  6.5884  19.3149  -0.0001  -0.0014  0.0012
O  1.2064  18.3347  13.3505  0.0018  0.004  0.0026
O  18.3085  13.6806  20.7378  -0.0014  0.0004  -0.0006
O  -2.0267  2.2481  20.8081  -0.0012  0.0002  0.0001
O  0.6349  8.9204  22.9257  0.0013  0.0005  -0.0039
O  7.8663  -2.7562  25.306  0.0049  -0.003  0.0141
O  3.8347  7.8564  23.5218  0.0039  0.0023  -0.001
O  5.7436  19.8965  18.833  0.0001  -0.0014  -0.0024
O  9.2007  30.6486  19.215  0  0.0007  0.0005
O  2.0447  2.9778  13.7918  -0.0096  0.0136  0.0062
O  -19.7331  -4.5402  19.2558  0.0003  0.0008  -0.0012
O  -3.0784  7.0297  17.0746  -0.0001  0.0009  -0.0034
O  7.0176  14.5525  23.271  -0.0028  0.0044  -0.0035
O  -3.0549  5.7729  21.5791  -0.0038  0.0002  0.0008
O  -7.3188  9.5284  22.7219  0.0015  0.0003  -0.0037
O  3.8924  8.4522  15.9021  -0.0012  -0.0056  0.0027
O  -0.2011  9.9047  15.6979  -0.0038  -0.0041  -0.0019
O  -10.4027  6.1284  16.3921  -0.0072  0.0033  -0.0048
O  2.244  10.4468  16.4206  -0.0049  0.002  0.0041
O  -0.4716  11.2646  23.204  0.0009  -0.0006  0.0001
O  8.3745  0.3677  21.2969  -0.0027  -0.0005  0.0005
O  9.3806  2.0464  13.4552  0.0015  -0.0008  0.0015
O  3.5709  1.3983  12.2121  0.0049  -0.0072  0.0002
O  15.1816  16.7141  14.808  0.0025  0.0032  -0.004
O  6.8834  14.9338  14.6095  0.0084  0.0063  -0.0022
O  20.9392  16.4002  22.5532  0.0019  -0.0032  -0.0004
O  0.7001  -10.4626  16.6408  0.0007  0.0031  0.0014
O  4.8555  10.6763  16.9857  0.0008  0.0005  0.0038
O  5.5176  5.8979  21.3079  0.0002  -0.002  -0.002
O  5.7848  13.1895  16.4781  0.0007  0.0015  -0.0012
O  1.4171  20.7992  12.4394  0.0057  0.0049  -0.0072
O  13.5421  9.1065  18.5353  -0.0005  -0.0005  -0.0004
O  9.5984  9.7976  14.3968  -0.0014  0.0019  -0.0045
O  9.8672  6.8072  12.24  -0.0076  -0.0005  -0.0016
O  6.4899  8.2918  21.0483  0.004  0.004  -0.0007
O  12.2117  2.0679  23.1229  0.0014  0.0052  0.003
O  3.1667  -3.6991  18.426  0.0009  0.0007  -0.0019
O  17.4155  -6.0798  18.6736  0.0007  -0.0005  0.0013
O  16.1637  15.361  21.1105  0.001  -0.0022  0.0005
O  12.2946  7.4802  11.9754  -0.0076  -0.0001  0.0017
O  -2.2073  -0.1273  21.9314  -0.0022  0.0028  -0.0048
O  8.756  4.0447  14.8533  -0.0025  -0.0007  -0.0025
O  -6.1678  2.3539  19.847  -0.0007  0.0001  -0.0005
O  11.4804  0.8099  14.707  -0.0048  0.0004  -0.0027
O  -15.3552  10.7016  18.1759  0.0039  0.0014  -0.003
O  13.6777  11.1657  11.4112  -0.0003  -0.0037  -0.0009
O  -4.1414  11.2074  15.9793  0.002  0.0034  0.0027
O  -1.9764  -0.1675  16.1314  -0.0037  -0.0007  -0.0008
O  4.4876  -0.2915  18.8047  0.0008  0.0008  0.0005
O  -6.0101  -0.5103  13.8727  0.0001  0.0005  0.005
O  5.7743  12.606  13.9058  0.001  -0.002  -0.0019
O  8.9882  6.247  25.1508  0.0042  0.002  0.0119
O  -17.8508  11.7477  18.5964  -0.0012  0.0026  0.0006
O  7.8024  4.3236  23.6524  0.0054  0.0017  -0.0065
O  5.8493  7.5385  25.2942  0.0026  -0.0092  0.0014
O  -3.7825  4.8471  12.2099  0.0022  -0.006  -0.0017
O  -1.9214  9.1593  23.6407  -0.0077  -0.0065  -0.0108
O  17.9278  -6.6509  16.1495  0.0045  0.0026  -0.0012
O  8.4159  13.4698  25.8118  -0.0041  -0.0032  -0.0044
O  23.2627  6.8756  22.8952  -0.0006  -0.0015  -0.0026
O  -3.2075  4.6734  23.9381  0.0006  -0.0003  0.0007
O  12.9917  8.6602  15.1725  0.0042  -0.0013  0.0016
O  -1.7585  3.5072  17.0262  0.003  0.0025  0.0033

Results
free energy: -248721.791 eV
free energy less fixed offsets of O -568.88, Si -635.61 eV per atom: -6.331 eV

The program warned: the cutoff lies below the one the program advises for these potential files; the exchange-correlation potential is rough where the density is thin.
